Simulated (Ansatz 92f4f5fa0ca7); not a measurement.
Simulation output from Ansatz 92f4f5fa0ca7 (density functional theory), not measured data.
Periodic cell of 224 atoms, Si133O90H1, from a study of silicon, its oxide and their interface. The atomic structure is a simulated model.
Doubt: the cutoff is far below the 930 eV that the study's wrapper takes by default for these files, so forces and energies are approximate.
This geometry differs little from another in the collection (a relaxation step or a small displacement).

Settings
functional: PBE
potential files: Ansatz PAW
basis: plane waves
wave-function cutoff: 580 eV
density cutoff ratio: 5
exchange-correlation grid ratio: 1
k mesh: 1 x 1 x 1, Gamma-centred
self-consistency stop: 5e-08 eV per atom in the density residual
occupations: fixed
spin: none
net charge: +1 e, with a uniform compensating background and no finite-size correction

Cell vectors (angstrom)
a	10.938	0	0
b	0	10.938	0
c	0	0	32.3359

Atoms: element, x, y, z (angstrom)
Si	0.3793	-0.3933	24.8939
Si	5.2123	0.206	24.7804
Si	2.8621	2.3561	24.7448
Si	7.8383	2.8553	24.7651
Si	-0.2713	5.6851	24.9515
Si	5.6942	5.1906	24.8818
Si	2.584	8.2513	24.8729
Si	8.3389	7.7658	24.997
Si	1.4138	1.2412	26.2264
Si	6.7471	1.3415	26.1831
Si	4.0222	4.0156	26.0668
Si	9.5299	3.9692	26.0979
Si	1.3325	6.8033	26.2537
Si	6.8303	6.6526	26.3493
Si	4.1454	9.4976	26.132
Si	9.5458	9.5034	26.1113
Si	2.8078	-0.0761	27.5724
Si	8.206	-0.0133	27.4961
Si	0.0236	2.6884	27.5066
Si	5.4284	2.7502	27.5404
Si	2.7466	5.4247	27.5225
Si	8.2773	5.3466	27.6031
Si	-0.0133	8.2216	27.5719
Si	5.5019	8.174	27.5523
Si	4.1018	1.3673	28.9177
Si	9.5708	1.3673	28.9177
Si	1.3673	4.1018	28.9177
Si	6.8362	4.1018	28.9177
Si	4.1018	6.8362	28.9177
Si	9.5708	6.8362	28.9177
Si	1.3673	9.5708	28.9177
Si	6.8362	9.5708	28.9177
Si	0	0	30.2849
Si	5.469	0	30.2849
Si	2.7345	2.7345	30.2849
Si	8.2035	2.7345	30.2849
Si	0	5.469	30.2849
Si	5.469	5.469	30.2849
Si	2.7345	8.2035	30.2849
Si	8.2035	8.2035	30.2849
Si	1.3673	1.3673	31.6522
Si	6.8362	1.3673	31.6522
Si	4.1018	4.1018	31.6522
Si	9.5708	4.1018	31.6522
Si	1.3673	6.8362	31.6522
Si	6.8362	6.8362	31.6522
Si	4.1018	9.5708	31.6522
Si	9.5708	9.5708	31.6522
Si	2.7345	0	0.6835
Si	8.2035	0	0.6835
Si	0	2.7345	0.6835
Si	5.469	2.7345	0.6835
Si	2.7345	5.469	0.6835
Si	8.2035	5.469	0.6835
Si	0	8.2035	0.6835
Si	5.469	8.2035	0.6835
Si	4.1018	1.3673	2.0507
Si	9.5708	1.3673	2.0507
Si	1.3673	4.1018	2.0507
Si	6.8362	4.1018	2.0507
Si	4.1018	6.8362	2.0507
Si	9.5708	6.8362	2.0507
Si	1.3673	9.5708	2.0507
Si	6.8362	9.5708	2.0507
Si	0	0	3.418
Si	5.469	0	3.418
Si	2.7345	2.7345	3.418
Si	8.2035	2.7345	3.418
Si	0	5.469	3.418
Si	5.469	5.469	3.418
Si	2.7345	8.2035	3.418
Si	8.2035	8.2035	3.418
Si	1.3228	1.4471	4.7264
Si	6.8554	1.3767	4.8282
Si	4.0708	4.1213	4.8248
Si	9.5748	4.1196	4.7949
Si	1.3607	6.8389	4.8607
Si	6.7577	6.9368	4.7048
Si	4.0837	9.5929	4.7819
Si	9.5417	9.6214	4.7928
Si	2.736	0.1278	6.0128
Si	8.2551	0.0809	6.2613
Si	0.0452	2.797	6.1994
Si	5.5159	2.7865	6.1648
Si	2.713	5.4671	6.311
Si	8.1563	5.5932	5.9567
Si	-0.0122	8.2941	6.1602
Si	5.489	8.3026	6.1806
Si	3.9843	1.5344	7.4396
Si	9.8721	1.2773	7.603
Si	1.6802	3.7292	7.6695
Si	6.6562	4.4992	7.3475
Si	4.3876	6.6788	7.4803
Si	9.2518	7.1168	7.3348
Si	1.1523	9.9987	7.3362
Si	7.1011	9.4131	7.5685
O	9.5238	6.7621	24.3924
O	4.0448	1.2805	24.2296
O	8.1691	8.21	7.9553
O	2.8951	2.6554	7.9402
O	6.8127	4.0887	24.3762
O	1.4687	9.3849	24.4533
O	5.5104	5.5487	7.9392
O	0.0529	0.112	8.0202
O	7.6201	4.058	8.5876
O	6.5644	10.0332	9.0127
O	9.8535	6.2107	8.5803
O	2.1777	9.4595	8.5003
O	4.5649	0.7788	8.7871
O	1.0737	3.863	9.2014
O	9.4121	2.0923	8.9866
O	3.8839	7.3865	8.912
O	7.2662	8.1668	23.7898
O	8.1238	2.0822	23.3268
O	5.1958	5.9151	23.4981
O	1.9695	2.8683	23.429
O	10.9761	0.2637	23.4157
O	0.5796	5.1186	23.6622
O	3.1909	7.6404	23.4609
O	6.0081	10.5123	23.4593
Si	6.1607	-2.838	20.4767
Si	4.1697	6.7134	22.5364
Si	-6.7089	15.2767	11.7827
Si	5.6571	1.6466	12.2976
Si	5.9271	0.4688	9.6391
Si	-1.1444	-0.6285	16.319
Si	-0.0149	-0.4432	13.419
Si	-1.943	2.2742	21.9485
Si	5.4706	5.0155	14.2997
Si	2.8453	3.5245	18.5511
Si	2.167	-2.2714	12.4375
Si	2.0521	5.4988	20.6943
Si	8.0787	2.8647	9.5792
Si	0.1216	8.0434	20.4882
Si	12.8432	3.2166	15.8992
Si	3.855	-3.3243	14.6686
Si	-1.3577	5.6375	13.9885
Si	-2.881	14.4857	19.2699
Si	5.788	3.5485	17.1923
Si	8.5729	6.494	19.4086
Si	-3.7436	-1.4046	22.9018
Si	-1.4605	7.1856	16.4935
Si	7.6337	1.237	17.54
Si	3.0524	0.885	20.0613
Si	12.128	4.2445	10.7932
Si	5.4496	10.4632	18.7815
Si	10.0348	10.5531	22.2506
Si	-0.678	-3.0029	12.2225
Si	1.141	-0.9775	18.279
Si	2.5181	8.1583	9.3945
Si	-3.1435	3.6747	12.6258
Si	-0.129	6.6654	9.8058
Si	0.7843	3.7867	22.7456
Si	-7.4812	1.3516	14.3255
Si	12.1088	6.1189	15.5204
Si	0.8816	2.2458	13.2041
Si	3.5753	-0.9635	16.3852
O	2.2376	-1.4396	17.1839
O	-1.985	-6.0338	19.4152
O	4.6002	-0.2373	17.4177
O	-2.0959	6.1706	15.3658
O	0.6548	3.2372	11.9451
O	1.2573	-4.0144	20.8534
O	1.3173	7.0809	9.1769
O	-6.0788	2.8457	11.4994
O	9.3003	-4.1425	12.8677
O	5.0976	-4.3597	14.5673
O	2.407	1.6527	13.1108
O	4.1766	4.4505	13.4374
O	-4.0251	0.2235	18.6275
O	3.3276	2.5947	15.3825
O	4.3581	8.7042	15.7634
O	5.7939	4.3882	15.7842
O	2.375	7.1226	15.148
O	8.6962	-0.8236	23.0615
O	-5.7565	16.4162	11.1137
O	1.9729	4.8265	16.0665
O	6.685	4.0579	18.4972
O	1.1806	4.2529	21.2491
O	4.2797	3.5931	17.7975
O	6.9268	1.7319	9.4821
O	0.9092	-3.3154	12.5697
O	-0.6501	3.0835	22.509
O	6.4231	2.0775	16.8086
O	-0.8312	7.9147	10.5953
O	-8.4921	4.9986	19.1682
O	20.5743	7.2875	20.3423
O	5.6891	0.3657	11.2609
O	8.667	6.9846	17.8729
O	-2.9028	2.9791	20.8194
O	9.125	4.1409	13.4835
O	-9.1749	2.8187	17.5068
O	-0.2304	12.0234	12.9106
O	-1.0693	-1.5079	12.766
O	0.6541	-2.2797	19.0904
O	3.008	2.4721	19.8223
O	1.8613	11.0366	19.3058
O	2.6699	8.7194	10.8962
O	3.5372	-2.6554	13.2177
O	5.5845	8.8822	19.1549
O	-11.1275	-0.3299	17.6152
O	8.5084	0.3763	16.4663
O	4.9481	7.6349	21.4447
O	2.7457	4.56	11.1442
O	-4.213	4.7702	13.2614
O	-6.3872	11.205	19.9725
O	-0.2085	10.585	15.0275
O	6.9983	9.2226	21.3181
O	0.2498	-5.3493	14.281
O	8.6074	13.2467	18.3326
O	8.2449	3.6064	11.0371
O	7.1288	2.1819	12.8257
O	-0.1278	-1.6335	21.5213
O	1.5102	-0.8853	12.9946
O	0.1508	6.827	16.5997
O	0.1428	5.4926	10.8977
O	0.7608	2.7848	14.7852
O	7.0857	6.8391	20.0067
O	3.3607	5.6166	21.6522
O	-1.6554	8.769	16.1582
O	3.1086	0.0277	15.1971
O	-1.38	0.8597	21.2947
O	-6.0157	1.1832	13.6734
H	-6.1378	16.9827	10.4215

Results
free energy: -135753.490 eV
free energy less fixed offsets of H -15.97, O -568.88, Si -635.61 eV per atom: -2.190 eV

Forces (eV/angstrom), in the order of the atoms: element, x, y, z
Si	-0.004	0.0072	-0.024
Si	0.0002	0.0046	-0.0406
Si	-0.006	0.0017	-0.0323
Si	0.0064	-0.0061	-0.0271
Si	0.0095	-0.001	-0.0227
Si	-0.0042	0.0097	-0.0215
Si	-0.0005	-0.0008	-0.03
Si	-0.0073	0.005	-0.0195
Si	0.0042	-0.0018	0.0034
Si	0.0008	-0.0034	0.0099
Si	-0.0042	-0.0036	0.0065
Si	-0.0022	-0.0039	0.0071
Si	0.0014	-0.0019	0.0079
Si	-0.0007	-0.0022	0.0052
Si	-0.0001	0.0006	0.0101
Si	0.0047	0.0002	0.0035
Si	-0.0019	0.0011	-0.0026
Si	-0.0019	-0.0001	-0.0014
Si	-0.0035	0.0011	-0.0012
Si	-0.0013	-0.0019	0.0019
Si	-0.0012	0.001	-0.0032
Si	0.0024	0.0034	-0.0015
Si	-0.0018	0.002	-0.0002
Si	0	0.0007	-0.0013
Si	0.0776	-0.0567	0.1715
Si	-0.0303	-0.1093	-0.2642
Si	-0.0406	-0.1847	-0.1702
Si	-0.1612	-0.3527	0.3297
Si	-0.0628	-0.1303	-0.1354
Si	0.1159	-0.1806	0.1762
Si	0.0555	-0.0282	0.2545
Si	0.1518	0.0303	-0.0998
Si	0.0558	0.0011	-0.0715
Si	0.0093	0.12	-0.0485
Si	-0.0597	-0.0987	-0.0606
Si	-0.1906	-0.0454	-0.0426
Si	-0.0248	0.1174	-0.0516
Si	0.061	0.0208	-0.0697
Si	-0.147	-0.026	-0.0539
Si	-0.0362	-0.0412	-0.0717
Si	-0.0329	0.0361	0.0476
Si	0.1088	-0.0822	0.0514
Si	-0.0107	0.0156	0.0246
Si	0.0251	-0.0332	0.0023
Si	0.0735	-0.0755	0.0428
Si	-0.0332	0.0125	0.0399
Si	0.0271	-0.047	-0.0011
Si	0.0148	-0.0165	0.0277
Si	0.0044	-0.0074	-0.0283
Si	-0.0934	0.0573	-0.0398
Si	-0.0161	0.0167	-0.0107
Si	0.0008	-0.0107	-0.0419
Si	-0.0748	0.0815	-0.0519
Si	-0.0055	0.0216	-0.0264
Si	0.0048	-0.0032	-0.0421
Si	-0.0068	0.0335	-0.0075
Si	0.0261	0.0449	0.0989
Si	0.0327	-0.0512	0.0075
Si	0.148	0.0399	0.0199
Si	0.0066	0.0117	0.1156
Si	-0.0268	-0.1303	0.0127
Si	0.0274	0.0356	0.1121
Si	-0.0347	-0.0151	0.1057
Si	0.1414	0.0146	0.006
Si	-0.1742	0.14	-0.2194
Si	0.1863	0.0858	0.1345
Si	0.0584	0.445	-0.3208
Si	0.1325	-0.0941	0.1236
Si	0.1891	0.1132	0.1698
Si	-0.4522	0.0512	-0.1332
Si	-0.0479	-0.2384	0.2212
Si	0.014	0.5052	-0.3777
Si	-0.0036	-0.0038	0.0001
Si	0	0.0011	0.0051
Si	0.001	0.0027	-0.0018
Si	-0.0001	0.0011	0.0019
Si	-0.0003	-0.0001	0.0004
Si	0.002	-0.0027	-0.0012
Si	0.0003	0.001	0.0024
Si	0.0028	0.0005	-0.0004
Si	0.0014	0.0019	-0.0001
Si	-0.0024	0.0003	-0.0032
Si	0.0014	-0.0009	-0.0006
Si	0.0024	-0.0003	-0.0012
Si	0.0001	-0.0014	-0.001
Si	-0.0013	0.0029	-0.0001
Si	-0.004	0.0003	-0.0016
Si	-0.0005	0.001	-0.0007
Si	0.0031	-0.0044	0.0086
Si	-0.0014	0.0041	0.0141
Si	-0.0071	0.0032	0.015
Si	-0.0021	-0.0005	0.007
Si	0.0008	0.0022	0.0135
Si	0.001	-0.0057	0.0074
Si	0.0015	0.0023	0.0149
Si	-0.0031	0.0038	0.0103
O	-0.0037	-0.0017	0.0122
O	-0.0015	-0.001	0.0191
O	0.0027	-0.0002	-0.0024
O	0.0012	-0.0042	-0.0057
O	0.0027	0.0007	0.0123
O	0.005	-0.0033	0.0138
O	0.0018	-0.0015	-0.0014
O	0.0022	-0.0007	-0.0034
O	-0.005	0.0045	-0.0104
O	0.003	-0.0059	-0.0083
O	-0.0061	0.0033	-0.0142
O	-0.0066	0.0049	-0.0141
O	-0.0061	0.0031	-0.0088
O	0.0028	-0.0045	-0.0185
O	0.0057	-0.0066	-0.0121
O	0.006	-0.0053	-0.0125
O	0.0092	-0.0126	0.0267
O	-0.0108	0.0071	0.0345
O	0.0117	-0.0125	0.0287
O	0.011	-0.0035	0.0347
O	0.0042	-0.0051	0.0373
O	-0.0115	0.0159	0.0299
O	-0.0093	0.0125	0.0295
O	-0.0101	0.0074	0.0344
Si	-0.0061	0.0142	-0.0182
Si	-0.0024	0.0027	-0.0424
Si	0.0055	0.001	0.0146
Si	-0.003	0.0039	0.0188
Si	0.0009	0.0056	0.0216
Si	-0.0025	0.0043	0.0154
Si	0.0021	0.0046	0.0099
Si	0.0069	-0.0016	-0.0319
Si	0.0006	-0.001	0.0147
Si	0.0204	-0.0619	0.045
Si	0.003	0.001	0.019
Si	-0.0024	-0.0014	-0.0181
Si	-0.0023	0.0033	0.0243
Si	0.0081	0.0185	-0.0233
Si	0.0038	0.0001	0.0206
Si	0.0012	0.0025	0.015
Si	0.0022	0.0007	0.0135
Si	-0.0022	0.0028	-0.0028
Si	-0.0163	-0.0049	0.0172
Si	0.0026	-0.0007	0.0019
Si	-0.0002	0.0071	-0.0386
Si	-0.0018	0.0019	0.0054
Si	-0.007	-0.0065	0.0086
Si	-0.0048	-0.1794	-0.1052
Si	0.0034	-0.0044	0.0268
Si	-0.032	0.0209	0.0746
Si	0.0161	-0.0077	-0.0388
Si	-0.0018	-0.0003	0.0164
Si	0.0241	0.0205	0.1164
Si	-0.0012	0.0014	0.021
Si	-0.003	0.0052	0.019
Si	0.0018	0.0033	0.0214
Si	0.0052	-0.0192	-0.0359
Si	-0.0045	0.0006	0.014
Si	0.0011	-0.002	0.0073
Si	0.005	-0.0035	0.017
Si	0.0062	0.0036	0.0208
O	-0.0028	-0.0046	-0.0175
O	0.0009	-0.0004	-0.0016
O	-0.0052	-0.0033	-0.0187
O	0.0012	-0.0033	-0.0053
O	0.0006	0.0092	-0.0119
O	-0.0021	-0.0012	0.0008
O	0.0024	0.0011	-0.006
O	0.0008	0.0002	-0.0056
O	0.002	0.0053	-0.007
O	0.0013	-0.0019	-0.0022
O	-0.0046	0.0008	-0.0044
O	-0.0038	-0.003	-0.0072
O	0.0121	0.0053	-0.0143
O	0.0037	-0.0028	-0.0048
O	0.0029	-0.011	-0.0119
O	0.0016	0.0061	-0.013
O	0.0025	0.0017	-0.0031
O	-0.0054	-0.0031	0.0153
O	-0.0035	0.0061	-0.0091
O	-0.0034	0.0039	-0.0019
O	0.0051	0.0007	-0.0013
O	-0.004	0.0026	0.0161
O	0.0131	0.0094	-0.0119
O	0.001	-0.001	-0.0045
O	-0.002	-0.001	-0.0043
O	-0.0003	0.0055	0.0129
O	0.0014	0.0019	-0.0014
O	0.0014	-0.0048	-0.014
O	-0.0057	0.0166	0.0129
O	0.0062	0.0038	-0.0046
O	0.0016	-0.0035	-0.0139
O	-0.0013	-0.0021	0.0001
O	0.0063	-0.003	0.0147
O	-0.0021	-0.0043	-0.0057
O	-0.0099	0.0088	-0.025
O	-0.0018	0.0009	-0.0017
O	-0.0017	-0.0039	-0.0051
O	-0.0053	-0.0116	0.0114
O	-0.0053	0.1792	-0.056
O	-0.0374	-0.0148	0.0177
O	0.0015	-0.0035	-0.0208
O	-0.0064	0.0023	-0.0095
O	0.0068	-0.0117	0.003
O	-0.0048	-0.0011	-0.0151
O	0.0047	-0.0032	-0.0019
O	-0.0059	-0.0103	0.0164
O	-0.0074	0.0007	-0.0057
O	0.005	-0.0062	-0.0051
O	0.0386	0.0055	0.0022
O	0.0026	-0.0007	-0.0122
O	0.0095	-0.0021	0.0242
O	-0.0039	-0.0002	-0.0048
O	0.0013	0.0001	0.0026
O	0.0019	-0.0054	-0.0201
O	-0.0009	0.0001	-0.0042
O	-0.0152	0.0023	0.0164
O	0.0019	-0.0031	-0.0019
O	0.0013	-0.0012	-0.0031
O	-0.0008	0.003	-0.0071
O	-0.0043	-0.0041	-0.0072
O	0.0014	-0.0007	0.002
O	0.0068	0.0071	0.0169
O	-0.002	0.0004	-0.0011
O	-0.0021	0.0095	-0.0154
O	-0.006	0.0038	0.0146
O	0.0079	0.0028	-0.0077
H	0.0045	-0.0061	0.0101

The program warned: the cutoff lies below the one the program advises for these potential files; the forces do not sum to zero within the program's tolerance; the exchange-correlation potential is rough where the density is thin.
